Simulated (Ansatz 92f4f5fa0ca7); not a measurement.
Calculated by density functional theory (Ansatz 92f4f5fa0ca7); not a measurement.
Periodic cell of 273 atoms, Si165O106P2, from a study of silicon, its oxide and their interface. The atomic structure is a simulated model.
Doubt: the cutoff is far below the 930 eV that the study's wrapper takes by default for these files, so forces and energies are approximate.
This geometry differs little from another in the collection (a relaxation step or a small displacement).

Settings
functional: PBE
potential files: Ansatz PAW
basis: plane waves
wave-function cutoff: 580 eV
density cutoff ratio: 5
exchange-correlation grid ratio: 1
k mesh: 1 x 1 x 1, Gamma-centred
self-consistency stop: 5e-08 eV per atom in the density residual
occupations: fixed
spin: none
net charge: 0

Cell vectors (angstrom)
a  11.6015  0  0
b  0  13.3963  0
c  0  0  29.8085

Atoms and the computed forces on them: element, x, y, z (angstrom), force x, y, z (eV/angstrom)
Si  11.53  0.1689  22.8898  -0.0013  -0.0001  -0.0003
Si  3.8969  0.1404  23.0135  -0.0008  -0.0004  -0.0004
Si  7.6492  0.1099  23.1313  -0.0008  0.0002  -0.0001
Si  2.0491  3.441  22.8815  -0.0012  0.0008  0
Si  5.8793  3.6739  22.9875  -0.0001  -0.0007  -0.0007
Si  9.7414  3.5197  23.0202  -0.0007  -0.0001  -0.0004
Si  11.6481  6.8482  23.0588  -0.0015  -0.0008  -0.0004
Si  3.9428  7.0223  23.1735  -0.0015  -0.0003  0.0003
Si  7.7795  6.8688  23.2232  -0.0012  -0.0003  -0.0001
Si  2.0167  10.2261  23.2295  -0.0017  -0.0003  -0.0002
Si  5.8415  10.085  23.2794  -0.0015  0.0004  -0.0006
Si  9.829  10.0776  23.2141  -0.0005  0  -0.0004
Si  11.678  2.3712  23.7485  -0.0006  -0.0003  0.0008
Si  3.9806  2.3901  23.7467  -0.0006  0  -0.0002
Si  7.7687  2.4026  23.7636  -0.0003  -0.0005  0.0009
Si  2.0176  5.6956  23.6928  -0.0004  0  -0.0004
Si  5.82  5.7947  23.9761  -0.0007  0.0005  0
Si  9.7279  5.7143  23.8868  -0.0005  0.0003  -0.0001
Si  11.7375  9.0162  24.0147  0  -0.0001  0.0001
Si  3.8887  9.1252  24.1634  -0.0002  0.0003  0.0002
Si  7.834  9.0702  24.0016  -0.0005  -0.0005  0
Si  1.8959  12.4959  23.7888  -0.0006  0.0002  -0.0003
Si  5.7598  12.3622  23.9148  0.0002  0.0001  0.0002
Si  9.6645  12.3875  23.7772  -0.0005  -0.0002  0.0004
Si  11.6337  2.2878  26.1672  0  -0.0001  0.0001
Si  3.906  2.3006  26.1648  0.0001  0  0
Si  7.7488  2.3098  26.176  -0.0001  0.0002  0.0001
Si  1.9738  5.6173  26.1392  -0.0002  -0.0001  -0.0002
Si  5.8161  5.6527  26.3162  -0.0002  -0.0003  -0.0003
Si  9.7076  5.6315  26.2543  0  0.0004  -0.0002
Si  11.6571  8.9737  26.3427  -0.0004  -0.0001  -0.0003
Si  3.8763  9.0104  26.4533  -0.0001  -0.0002  0
Si  7.7842  8.9959  26.3348  -0.0002  0.0003  -0.0002
Si  1.9162  12.3795  26.1949  -0.0004  -0.0002  -0.0002
Si  5.7914  12.3264  26.2758  -0.0004  -0.0001  -0.0003
Si  9.6766  12.3407  26.1841  -0.0003  -0.0001  0
Si  1.9613  1.1893  27.013  -0.0004  -0.0003  0.0001
Si  5.8207  1.1791  27.0172  -0.0004  -0.0004  0.0001
Si  9.6821  1.1752  26.996  -0.0004  -0.0004  0.0005
Si  11.6469  4.5035  27.0099  -0.0006  -0.0004  0.0001
Si  3.8782  4.5038  27.0304  -0.0008  -0.0002  0.0004
Si  7.7635  4.515  27.0419  -0.0006  -0.0002  -0.0004
Si  1.9569  7.81  27.0746  -0.0004  0  0.0003
Si  5.838  7.8781  27.0864  -0.0006  0  0.0005
Si  9.7076  7.8494  27.0696  -0.0001  -0.0001  0.0002
Si  11.6075  11.2357  27.0348  -0.0006  -0.0001  0
Si  3.8398  11.2657  27.0728  -0.0004  0.0003  0.0001
Si  7.7532  11.2338  27.0509  -0.0007  -0.0006  0.0004
Si  1.9336  1.1164  29.4135  0.0587  0.1788  -0.2038
Si  5.8008  1.1164  29.4135  0.0528  0.1294  -0.1666
Si  9.6679  1.1164  29.4135  0.0739  0.1025  -0.2494
Si  0  4.4654  29.4135  0.1119  0.0447  -0.1748
Si  3.8672  4.4654  29.4135  -0.0729  0.0408  -0.1389
Si  7.7343  4.4654  29.4135  0.0366  0.0199  -0.0584
Si  1.9336  7.8145  29.4135  0.0067  -0.19  0.285
Si  5.8008  7.8145  29.4135  0.1035  0.0195  0.4069
Si  9.6679  7.8145  29.4135  0.07  -0.0133  0.1262
Si  0  11.1635  29.4135  0.0028  0.1564  -0.0966
Si  3.8672  11.1635  29.4135  -0.1095  0.2705  0.2209
Si  7.7343  11.1635  29.4135  0.0438  0.1801  -0.0527
Si  0  0  0.3944  -0.078  -0.0843  -0.0913
Si  3.8672  0  0.3944  0.0061  -0.1523  0.3359
Si  7.7343  0  0.3944  -0.2061  -0.2574  0.0203
Si  1.9336  3.3491  0.3944  0.0753  -0.2196  0.0322
Si  5.8008  3.3491  0.3944  0.0209  -0.024  -0.1238
Si  9.6679  3.3491  0.3944  -0.0293  -0.0539  0.1052
Si  0  6.6981  0.3944  -0.1147  -0.0073  0.0228
Si  3.8672  6.6981  0.3944  -0.0328  -0.1354  -0.1213
Si  7.7343  6.6981  0.3944  0.0326  -0.0357  0.0457
Si  1.9336  10.0472  0.3944  -0.0519  0.0763  -0.0228
Si  5.8008  10.0472  0.3944  0.1083  0.1053  -0.0059
Si  9.6679  10.0472  0.3944  -0.0002  -0.1002  -0.1013
Si  11.55  -0.0393  2.7535  0.0003  -0.0005  0.0011
Si  3.8434  -0.0511  2.8103  0.0003  0.0008  0.0006
Si  7.6634  -0.0931  2.7687  0.0003  -0.0005  0.0002
Si  1.9605  3.2632  2.764  -0.001  0.0001  0
Si  5.8338  3.322  2.7507  -0.0026  -0.0019  -0.0011
Si  9.6752  3.3  2.7853  -0.002  0.0009  -0.0003
Si  11.5699  6.6483  2.7577  -0.0011  0  -0.0012
Si  3.8536  6.6287  2.7435  -0.0007  -0.0008  -0.0006
Si  7.7398  6.6597  2.7643  -0.0005  -0.0011  -0.0013
Si  1.9242  10.0344  2.7682  -0.0014  -0.0017  0.0002
Si  5.8155  10.0372  2.7688  0.0002  -0.0007  0.0005
Si  9.6746  9.99  2.7526  -0.0014  0.0005  -0.0002
Si  11.612  2.1692  3.572  0.0011  0.0001  0.0017
Si  3.9423  2.1838  3.5727  0.0011  0.0007  0
Si  7.7273  2.1292  3.5055  -0.0029  0.0009  0
Si  1.8927  5.496  3.4819  0.0005  -0.0005  -0.0003
Si  5.8074  5.5534  3.5503  -0.0005  -0.0004  0.0003
Si  9.6505  5.5273  3.6083  -0.001  0.0005  0.0002
Si  11.6081  8.8826  3.5595  -0.0004  0.0003  0.0009
Si  3.8818  8.8795  3.4344  -0.0017  0.001  -0.0012
Si  7.7403  8.8868  3.5492  -0.0011  0.0002  0.0001
Si  1.8574  12.2695  3.6045  0.0001  0.0007  -0.0003
Si  5.741  12.2151  3.7309  0.0001  0.0008  0.0005
Si  9.6152  12.2076  3.5254  -0.0008  0.0007  0.0004
Si  11.5568  2.0259  5.9386  0.0015  -0.0056  0.0036
P  3.8384  2.0684  5.8572  0.0031  -0.0007  0.0062
Si  7.6332  2.0089  5.8544  -0.0003  -0.0038  0.0022
Si  1.859  5.3525  5.8199  0.0034  -0.0021  -0.0006
Si  5.792  5.4869  5.9207  -0.0002  -0.0001  0.0026
Si  9.6311  5.4443  6.0046  0.002  -0.0038  -0.0004
Si  11.6206  8.8126  5.9341  0.0002  0.0013  0.0022
Si  3.8655  8.825  5.7516  0.0011  -0.0012  0.0019
Si  7.7439  8.8103  5.9204  0.001  -0.0018  -0.0001
Si  1.7164  12.2978  5.9944  -0.0076  0.0034  0.0026
Si  5.6535  12.1268  6.2314  0.0013  -0.0007  0.0007
Si  9.5392  12.1033  5.882  0.002  0.0002  0.001
P  1.5976  0.9376  7.2093  -0.0217  -0.0228  -0.0314
Si  5.688  1.033  6.8896  0.0023  0.0052  0.0074
Si  9.5724  0.9166  6.6465  0.0032  -0.0019  0.0072
Si  11.5398  4.2451  6.754  -0.0035  0.0048  0.0019
Si  3.8515  4.2707  6.4839  0.002  0.0036  0.0037
Si  7.6838  4.2047  6.6006  -0.0037  -0.0006  0.0019
Si  1.9964  7.6058  6.492  -0.001  -0.0007  -0.0006
Si  5.7853  7.7552  6.6889  -0.0011  0.0005  -0.0007
Si  9.6972  7.7107  6.7446  -0.0001  0.0002  0.0001
Si  11.4164  11.0167  6.8154  0.0001  -0.0003  0.0044
Si  3.5515  10.9785  6.6806  0.001  0.0006  0.0005
Si  7.6977  10.9782  6.8579  -0.0031  0.0041  0.001
O  9.8377  7.8846  8.412  -0.0012  -0.001  0.0001
O  9.5211  0.824  8.3276  0.0013  0.0007  -0.0074
O  0.5437  0.3777  8.4184  0.0034  0.0204  0.0222
O  2.9565  10.5318  8.174  0.0014  -0.0006  -0.0028
O  5.7786  7.8956  8.3537  0.0003  -0.0006  -0.0007
O  5.5552  1.2034  8.573  -0.0011  -0.0023  -0.0025
O  3.7647  4.1905  8.128  -0.004  -0.0043  -0.0073
O  7.5955  3.7241  8.2134  -0.0001  0.0006  -0.0029
O  -0.1242  4.2267  8.4314  0.0014  -0.0018  -0.0035
O  11.0517  10.8847  8.4516  0.0015  -0.0025  -0.0062
O  8.0473  10.7528  8.4953  -0.0009  -0.0004  -0.0008
O  2.2825  7.5083  8.1052  -0.0006  0  -0.0008
O  11.3931  0.191  21.2101  0.0001  -0.0002  0.0004
O  9.7372  3.6145  21.355  -0.0004  0.0001  0
O  4.1253  7.5255  21.5839  -0.0008  -0.0004  0.0006
O  5.9632  4.1615  21.3721  -0.001  -0.0001  0.0002
O  5.7236  9.7446  21.6438  0  -0.0002  0.0003
O  2.1165  3.3594  21.2001  0  -0.0001  -0.0001
O  7.3319  13.4308  21.4926  -0.0006  -0.0005  -0.0005
O  3.9877  0.1301  21.3491  -0.0002  0.0003  0.0006
O  7.7173  6.9172  21.5698  -0.0004  0.0002  0.0001
O  2.0928  10.1607  21.5786  -0.0007  0  0.0003
O  11.5211  6.961  21.3976  -0.0005  0.0002  0.0007
O  10.1578  9.6532  21.6235  -0.0007  -0.0001  0.0005
Si  11.4815  6.3552  11.2884  -0.0018  -0.0019  0.001
Si  1.5102  10.3286  16.2227  0  -0.0005  0.0004
Si  0.0665  3.5902  9.9238  -0.0014  -0.0035  0.0014
Si  8.0509  12.8402  20.1642  -0.0013  0.0002  0.0001
Si  2.6927  10.4497  9.7723  -0.0018  -0.0014  0.0028
Si  2.5415  10.3708  20.0349  -0.0009  0.0002  -0.0005
Si  10.3227  3.6825  19.8334  -0.0012  -0.0004  -0.0001
Si  0.1784  12.7591  17.0672  -0.0013  -0.0001  0.0003
Si  10.7839  0.6781  19.76  0  -0.0002  -0.0006
Si  3.0833  7.7067  16.2058  -0.0002  -0.0002  -0.0005
Si  0.3004  6.4692  19.896  -0.0005  -0.0006  -0.0007
Si  9.307  2.4697  14.2329  -0.0003  0  0.0005
Si  2.7749  2.475  10.9876  -0.001  -0.0016  0.0014
Si  5.0594  11.941  15.3531  -0.0006  -0.001  0.0006
Si  4.9171  8.6621  20.7028  -0.0005  0.0002  -0.0006
Si  3.5301  -0.4257  11.2508  -0.002  0.0006  -0.0009
Si  5.5022  8.8423  14.7825  -0.0009  -0.0007  0.0001
Si  -0.3435  11.2431  10.0397  -0.0004  0.0048  0.0002
Si  9.4292  9.9991  20.2092  -0.001  0.0002  -0.0004
Si  3.4264  0.0275  19.8184  -0.0005  0.0002  -0.0007
Si  7.386  4.6819  9.5071  0.0011  0.0004  -0.0012
Si  2.3163  12.3223  14.1488  -0.0001  0.0006  0.0002
Si  6.094  0.6035  10.0315  -0.0011  -0.0011  -0.0004
Si  2.7581  2.8769  19.7585  -0.0005  0.0001  -0.0005
Si  5.636  4.3992  13.6112  -0.0002  0.0007  0.0001
Si  7.4093  0.1601  15.5596  -0.0008  -0.0009  0.0006
Si  9.5427  11.2787  15.1805  -0.0008  0  -0.0004
Si  1.9074  6.5196  13.5236  0  0.0004  0.0005
Si  2.7492  3.4765  13.9677  -0.0011  -0.0004  0.0014
Si  11.6648  9.1466  18.398  -0.0005  0.0003  -0.0001
Si  10.8215  0.7185  9.3223  0.0092  -0.0016  -0.0085
Si  9.0417  7.2972  9.7094  -0.0003  0.0002  0.0001
Si  8.5763  8.4998  14.5672  -0.0007  -0.001  0.0002
Si  4.6958  7.1305  12.3242  -0.0009  0.0001  0.0003
Si  2.9285  5.5988  18.7361  -0.0008  -0.0003  -0.0008
Si  2.424  7.3561  9.6961  -0.0009  0.0001  0.001
Si  6.1974  8.4144  9.8415  0.0002  0.0003  0
Si  4.2378  4.6883  9.5915  0.0047  0.0011  0.0037
Si  9.2546  10.4212  12.2634  -0.0008  0  -0.0006
Si  5.9067  13.0025  17.9484  -0.0002  -0.0003  -0.0005
Si  7.9433  4.9025  18.3461  -0.0005  0  -0.0006
Si  8.2242  5.346  15.1721  -0.0008  0.0006  -0.0004
Si  7.2446  11.0744  9.901  0.0007  -0.0007  0.0007
Si  5.3502  4.1818  19.8537  -0.001  -0.0002  0.0002
Si  0.7011  1.4433  14.9975  0.0001  -0.0001  0.0002
Si  7.5299  7.499  20.0694  -0.0007  -0.0008  -0.0002
Si  7.5679  2.7644  11.7987  -0.0005  0.0002  0.0008
O  3.3597  6.0196  9.9972  -0.0003  0.001  0.0018
O  1.8653  2.6073  15.0424  -0.0016  -0.0002  0.0006
O  -0.8421  12.8036  10.3167  0.0024  -0.0044  0.0029
O  8.3475  8.8692  19.833  -0.0006  0.0001  0.0002
O  2.384  1.288  19.5121  -0.0008  -0.0002  0.0005
O  8.0954  5.241  16.7766  -0.0009  -0.0003  0.0007
O  2.7119  11.9595  19.6793  -0.0009  -0.0002  0.0004
O  7.0679  8.7089  15.1421  -0.0004  0.0003  -0.0001
O  1.213  0.135  14.1463  -0.001  -0.0006  -0.0006
O  4.3248  3.7512  14.3799  0.0009  -0.0007  0.0004
O  4.1007  3.3614  10.5663  0.0028  -0.0011  -0.0008
O  10.8764  2.03  14.4244  -0.0007  0.0001  -0.0001
O  11.2805  4.7359  11.0334  0.0009  0.0017  0.0007
O  10.768  11.9582  16.0326  -0.0003  0.0001  0.0001
O  8.8416  6.8504  14.742  0.0001  -0.0005  0.0006
O  1.629  3.2311  10.1372  -0.0014  0.0016  -0.0008
O  8.3406  5.9401  9.1703  -0.0005  -0.0004  0.0004
O  11.1156  2.2747  19.5124  -0.0009  0  0.0003
O  5.2917  7.5903  10.8909  0.0003  -0.0002  -0.0004
O  11.3826  7.5721  18.7837  -0.0005  -0.0001  0.0003
O  7.7992  8.2418  10.177  -0.0018  0.0002  -0.0005
O  10.0379  7.0599  10.9788  -0.0002  0.0001  0.0002
O  9.137  4.0562  14.6745  0.0009  -0.0008  0.0001
O  8.7898  11.4483  20.51  -0.0009  -0.001  0.0004
O  10.4818  10.3123  11.1643  -0.0013  -0.0004  0.001
O  8.2894  12.1813  15.7178  -0.0003  0.0001  -0.0002
O  4.4018  2.8574  19.7964  -0.0002  -0.0005  0.0006
O  4.6218  0.2097  18.7254  -0.0015  -0.0002  0.0004
O  10.4438  10.0754  18.9441  -0.0009  -0.0004  0
O  6.7524  0.6517  16.9941  -0.0005  -0.0005  -0.0003
O  0.4317  6.6959  12.8084  0  0  -0.0003
O  0.948  7.0059  10.2604  0.0004  -0.0011  -0.0006
O  3.0582  7.122  12.512  -0.0006  -0.0007  0.0005
O  3.9184  9.5325  19.7571  -0.0009  -0.0002  0.0004
O  6.7019  5.1253  14.6076  -0.001  -0.0004  0.0003
O  0.4769  0.8714  16.5087  -0.0014  -0.0002  0.0005
O  1.4832  11.7491  17.0779  -0.0009  -0.0004  0.0003
O  5.3056  8.2703  13.287  -0.0012  -0.0002  0.0003
O  2.9634  12.3651  12.6538  -0.0011  -0.0009  0.0016
O  6.3518  3.1652  12.8187  -0.0003  -0.0008  -0.0004
O  2.7337  9.2806  16.559  -0.0017  0.0002  0
O  5.9764  7.8751  19.7482  -0.0011  0  0.0001
O  1.9215  6.3703  19.7589  -0.001  0.0002  0.0005
O  1.4159  9.6675  19.1205  -0.0007  -0.0005  0.0005
O  9.4062  9.647  15.4492  -0.0016  -0.0003  0.0004
O  2.8993  8.8671  10.2205  0.0024  0.0005  -0.0003
O  8.8288  8.9857  12.9963  -0.0002  -0.0003  -0.0002
O  2.0768  7.2722  14.9694  -0.0015  0  0.0002
O  9.1076  3.8505  18.7708  -0.0015  -0.0005  0.0002
O  4.6544  7.8454  15.7714  -0.0003  -0.0002  0.0003
O  7.1566  1.6004  10.7464  -0.0006  0.0006  0.0005
O  8.0819  6.3433  19.0838  -0.0005  -0.0001  0.0001
O  5.8165  5.0927  9.6107  -0.0022  0.0013  0.001
O  6.9505  -0.9448  19.0515  -0.0014  -0.0002  0.0004
O  10.871  2.1628  10.1144  0.0012  -0.0007  -0.0021
O  8.8864  2.3357  12.6561  -0.0006  -0.0004  0.0003
O  9.6515  11.4267  13.5258  -0.0008  0.0007  0.0017
O  6.5358  4.1718  18.741  -0.0012  -0.0007  0
O  5.9733  10.0316  9.9676  -0.0009  -0.0007  -0.0003
O  1.2335  10.9504  10.3034  -0.0026  -0.0022  -0.0004
O  5.0838  10.4232  14.7514  -0.0014  -0.0001  0.0001
O  1.6355  10.8684  14.6395  -0.0006  -0.0001  -0.0005
O  11.3224  13.0501  18.6028  -0.0011  -0.0003  0.0002
O  5.3895  11.8087  16.9546  -0.0004  0.0001  0.0003
O  8.029  11.0035  11.339  -0.0011  -0.001  -0.0003
O  11.2764  4.9898  19.6288  -0.0002  0.0004  0.0002
O  8.2989  1.4224  15.0243  -0.0006  -0.0003  0
O  2.3831  4.0192  18.6021  -0.0009  -0.0005  0.0004
O  3.6744  11.6281  10.3409  0.0007  0.0003  0.0019
O  9.1497  0.5543  19.7016  -0.0003  -0.0004  -0.0002
O  2.6421  2.6087  12.598  -0.0004  -0.0012  0
O  3.5728  12.5878  15.1617  -0.0013  -0.0007  -0.0007
O  7.941  4.0699  10.8997  0.0002  -0.0005  0.0015
O  5.0101  0.279  11.2209  -0.0007  -0.0001  -0.0014
O  4.3934  5.4682  19.4615  -0.0005  0  0.0011
O  6.1252  13.0088  14.6603  0  -0.0002  -0.0001
O  2.9823  6.5293  17.3651  -0.0011  -0.0006  0.0005
O  2.6444  0.8577  10.6876  0.0007  -0.0024  0.0001
O  0.2358  9.4134  16.7791  -0.0011  -0.0003  -0.0001
O  5.1646  5.5899  12.5961  0.0005  -0.0002  -0.0002
O  2.0558  4.9247  13.7697  -0.0008  0.0003  -0.0005
O  6.7837  12.5969  9.6497  0.0001  0.0021  -0.0001

Results
free energy: -166684.542 eV
free energy less fixed offsets of O -568.88, P -755.39, Si -635.61 eV per atom: 3.168 eV

The program warned: the cutoff lies below the one the program advises for these potential files; the forces do not sum to zero within the program's tolerance; the exchange-correlation potential is rough where the density is thin.
